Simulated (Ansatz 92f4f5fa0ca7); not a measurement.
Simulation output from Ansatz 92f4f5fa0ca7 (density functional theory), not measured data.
Periodic cell of 375 atoms, Si241O134, from a study of silicon, its oxide and their interface. The atomic structure is a simulated model.
Doubt: the cutoff is far below the 930 eV that the study's wrapper takes by default for these files, so forces and energies are approximate.

Settings: functional PBE; potential files Ansatz PAW; basis plane waves; wave-function cutoff 580 eV; density cutoff ratio 5; exchange-correlation grid ratio 1; k mesh 1 x 1 x 1, Gamma-centred; self-consistency stop 5e-08 eV per atom in the density residual; occupations fixed; spin none; net charge 0.

Cell vectors (angstrom)
a  11.6015  0  0
b  0  13.3963  0
c  0  0  42.368

Atoms: element, x, y, z (angstrom)
Si  0  2.2327  1.1851
Si  3.8672  2.2327  1.1851
Si  7.7343  2.2327  1.1851
Si  1.9336  5.5818  1.1851
Si  5.8008  5.5818  1.1851
Si  9.6679  5.5818  1.1851
Si  0  8.9308  1.1851
Si  3.8672  8.9308  1.1851
Si  7.7343  8.9308  1.1851
Si  1.9336  12.2799  1.1851
Si  5.8008  12.2799  1.1851
Si  9.6679  12.2799  1.1851
Si  1.9336  1.1164  1.9745
Si  5.8008  1.1164  1.9745
Si  9.6679  1.1164  1.9745
Si  0  4.4654  1.9745
Si  3.8672  4.4654  1.9745
Si  7.7343  4.4654  1.9745
Si  1.9336  7.8145  1.9745
Si  5.8008  7.8145  1.9745
Si  9.6679  7.8145  1.9745
Si  0  11.1635  1.9745
Si  3.8672  11.1635  1.9745
Si  7.7343  11.1635  1.9745
Si  1.9336  1.1164  4.3426
Si  5.8008  1.1164  4.3426
Si  9.6679  1.1164  4.3426
Si  0  4.4654  4.3426
Si  3.8672  4.4654  4.3426
Si  7.7343  4.4654  4.3426
Si  1.9336  7.8145  4.3426
Si  5.8008  7.8145  4.3426
Si  9.6679  7.8145  4.3426
Si  0  11.1635  4.3426
Si  3.8672  11.1635  4.3426
Si  7.7343  11.1635  4.3426
Si  0  0  38.0274
Si  3.8672  0  38.0274
Si  7.7343  0  38.0274
Si  1.9336  3.3491  38.0274
Si  5.8008  3.3491  38.0274
Si  9.6679  3.3491  38.0274
Si  0  6.6981  38.0274
Si  3.8672  6.6981  38.0274
Si  7.7343  6.6981  38.0274
Si  1.9336  10.0472  38.0274
Si  5.8008  10.0472  38.0274
Si  9.6679  10.0472  38.0274
Si  0  0  40.3956
Si  3.8672  0  40.3956
Si  7.7343  0  40.3956
Si  1.9336  3.3491  40.3956
Si  5.8008  3.3491  40.3956
Si  9.6679  3.3491  40.3956
Si  0  6.6981  40.3956
Si  3.8672  6.6981  40.3956
Si  7.7343  6.6981  40.3956
Si  1.9336  10.0472  40.3956
Si  5.8008  10.0472  40.3956
Si  9.6679  10.0472  40.3956
Si  0  2.2327  41.185
Si  3.8672  2.2327  41.185
Si  7.7343  2.2327  41.185
Si  1.9336  5.5818  41.185
Si  5.8008  5.5818  41.185
Si  9.6679  5.5818  41.185
Si  0  8.9308  41.185
Si  3.8672  8.9308  41.185
Si  7.7343  8.9308  41.185
Si  1.9336  12.2799  41.185
Si  5.8008  12.2799  41.185
Si  9.6679  12.2799  41.185
Si  -2.5131  5.3714  27.4062
Si  1.9833  -1.7871  31.8827
Si  11.407  2.1876  34.0041
Si  -0.22  -0.0373  27.5219
Si  8.713  -3.1395  20.9385
Si  7.7786  0.5047  31.7576
Si  -2.8535  6.2248  30.4349
Si  5.6663  5.931  31.6716
Si  2.1041  9.2356  32.3998
Si  4.8282  10.4207  24.0763
Si  11.4096  12.2065  30.8934
Si  7.7441  10.3894  31.8592
Si  3.1935  4.7419  27.0957
Si  9.5087  -1.4725  23.3443
Si  10.9235  0.8825  29.8002
Si  -3.856  9.1144  33.9353
Si  4.015  -0.826  30.9553
Si  11.4958  2.6104  31.6139
Si  1.6117  5.4023  31.7905
Si  -0.9669  5.003  31.6572
Si  6.115  12.1985  31.9945
Si  7.632  15.3846  33.836
Si  0.3424  5.9213  26.9192
Si  13.2084  8.4429  28.4126
Si  4.5555  -1.6016  28.806
Si  3.557  2.3828  33.9305
Si  9.3768  -1.2644  32.1343
Si  1.8831  5.5881  34.1541
Si  5.8109  5.6235  33.9999
Si  9.7909  5.4976  33.8848
Si  2.8777  7.365  31.0662
Si  3.7185  8.9733  34.2041
Si  11.8256  8.9552  34.0289
Si  1.9574  12.2825  34.1564
Si  5.8029  12.2687  34.2915
Si  9.7063  12.2456  34.4009
Si  1.7792  1.1421  34.846
Si  5.5896  1.1785  34.7376
Si  9.5388  1.1066  34.9423
Si  -0.01  4.3992  34.9263
Si  3.8633  4.5258  34.8563
Si  7.7693  4.3643  34.598
Si  1.9203  7.7617  35.0904
Si  5.8034  7.8985  34.7296
Si  9.7331  7.8379  34.5756
Si  0.0747  11.1216  34.9659
Si  3.8547  11.1664  35.0004
Si  7.7473  11.1772  35.0888
Si  1.9159  1.1123  37.2255
Si  5.7661  1.145  37.1672
Si  9.6618  1.1273  37.2815
Si  0.0008  4.4479  37.269
Si  3.8705  4.4707  37.2309
Si  7.7409  4.4379  37.1058
Si  1.9303  7.7918  37.3814
Si  5.801  7.834  37.1627
Si  9.6797  7.8219  37.0966
Si  0.0076  11.1545  37.2929
Si  3.8695  11.1698  37.3155
Si  7.7313  11.1605  37.3738
Si  -0.0463  -0.0188  5.0248
Si  3.7925  -0.0041  5.1723
Si  7.6846  0.0072  5.1855
Si  1.9422  3.353  5.1491
Si  5.8088  3.3895  5.196
Si  9.7647  3.3051  5.22
Si  0.0131  6.7173  5.0914
Si  3.9053  6.6737  5.2121
Si  7.7809  6.6958  5.1939
Si  1.9416  10.0392  5.0817
Si  5.7915  10.0237  4.9935
Si  9.6901  10.0422  5.1219
Si  0.108  0.467  7.2739
Si  2.5115  0.1587  7.215
Si  6.8428  0.1955  7.4656
Si  1.6156  3.4909  7.5104
Si  5.7695  3.9991  7.5616
Si  10.9343  2.7534  7.3483
Si  0.6567  7.2193  7.2984
Si  4.3173  6.1058  7.5502
Si  8.3021  6.7103  7.5514
Si  1.311  9.4944  7.2646
Si  5.6121  9.7378  7.2547
Si  10.5207  9.8468  7.3184
Si  4.1434  4.6382  11.967
Si  2.0969  5.6557  8.1687
Si  10.4732  -0.1315  9.1972
Si  7.7398  4.7228  8.6712
Si  8.2055  9.8636  10.1748
Si  14.3268  0.5026  10.6168
Si  -1.3418  7.7433  8.3427
Si  6.8165  8.6791  17.041
Si  10.6909  5.7657  12.0488
Si  0.3596  10.87  10.5856
Si  10.025  11.0154  9.2155
Si  14.6287  15.2835  8.654
Si  5.5741  -1.6441  8.3388
Si  5.3725  1.7854  8.5511
Si  6.9647  4.2075  11.5989
Si  0.4619  -0.2329  10.9961
Si  10.2805  11.6255  15.975
Si  13.452  5.737  10.4575
Si  1.8518  15.3266  18.2863
Si  4.1008  9.5464  10.516
Si  6.2187  13.8007  10.5845
Si  3.338  12.2767  8.9391
Si  8.2939  14.209  9.2451
Si  11.8873  14.3538  15.7475
Si  6.0889  5.9651  18.1806
Si  5.0345  7.1336  13.2973
Si  10.0365  -5.0975  10.6907
Si  4.4724  0.5391  12.3647
Si  9.5214  3.01  11.4212
Si  9.3042  2.9417  9.0575
Si  -0.5558  14.0325  12.9114
Si  7.2407  8.5672  8.4796
Si  14.2751  8.4027  12.1152
Si  4.9849  8.0737  8.8322
Si  6.1107  11.1844  10.5546
Si  10.3042  9.4173  13.9054
O  15.3441  11.3696  17.864
O  17.7525  -1.0559  18.349
O  6.6591  -0.1191  20.7255
O  22.5272  2.4187  24.6063
O  7.2704  18.4638  10.2492
O  15.1745  -2.9466  25.1479
O  18.6791  13.9496  23.2536
O  13.4732  24.9472  19.8236
O  16.1693  25.8832  13.2087
O  9.8133  17.0642  19.9187
O  21.0999  19.2476  15.6577
O  3.8632  3.1272  15.8632
O  6.1691  2.3477  26.7185
O  7.3058  -4.5716  28.9074
O  8.2524  4.041  26.964
O  8.9447  6.4624  26.1757
O  7.478  21.8569  24.2309
O  14.6857  0.4448  22.9921
O  9.714  -3.5401  19.7356
O  -14.5261  -0.8189  19.0918
O  -0.1592  18.4365  18.2126
O  -0.6533  8.3664  17.9818
O  5.0859  10.2552  28.5514
O  -4.3035  -6.7734  22.1863
Si  8.2191  18.3992  16.184
Si  7.1214  -0.8495  27.3979
Si  3.5287  4.7614  22.5331
Si  8.5384  14.3189  29.5253
Si  9.8378  27.1015  19.1751
Si  16.0357  16.456  14.352
Si  14.4087  10.5651  18.9265
Si  0.7666  18.4648  21.4837
Si  12.7502  -0.3988  19.9267
Si  12.6358  8.137  21.6732
Si  10.5773  3.6003  23.5598
Si  3.9766  8.9635  21.4008
Si  11.3879  4.0515  19.5272
Si  6.6535  18.3935  14.4399
Si  9.3106  28.8647  16.5189
Si  4.6815  2.149  26.068
Si  9.9432  6.264  24.8705
Si  8.4366  26.7325  14.6123
Si  6.8971  -0.6818  24.3259
Si  21.3214  9.4313  18.1733
Si  -3.101  9.2061  29.976
Si  12.4507  8.4471  18.6236
Si  3.7542  6.6921  24.9605
Si  8.1906  7.7829  22.9402
Si  12.6366  5.8105  17.3859
Si  10.9126  0.7975  24.6662
Si  3.6363  17.3903  17.2242
Si  13.8228  10.2915  9.2663
Si  23.4373  9.1682  12.1088
Si  5.9102  6.4189  21.3223
Si  7.125  22.5712  13.9978
Si  5.7442  12.0614  14.2714
Si  9.1606  2.5706  20.9772
Si  15.038  14.8815  30.3143
Si  4.0617  1.7512  23.0706
Si  17.6329  8.6277  24.9304
Si  6.443  9.6699  27.8173
Si  7.1157  3.1859  27.7512
Si  4.8531  3.9435  29.4656
Si  -4.9499  1.1187  21.7607
Si  10.7863  6.6114  15.0401
Si  5.2632  11.4817  17.2915
Si  -8.8691  13.6404  27.6332
Si  11.1032  10.7621  29.1032
Si  14.0675  9.3672  25.6685
Si  12.1283  23.799  23.758
Si  13.2241  13.1205  22.9484
Si  7.1682  12.2441  19.6062
Si  2.2928  16.3883  31.7994
O  15.3377  9.6956  19.9604
O  19.1402  2.3486  21.1087
O  3.3287  3.1816  22.8678
O  4.7869  19.543  12.0075
O  -3.291  -13.645  28.3511
O  3.8683  14.3038  26.7048
O  14.2902  -5.4777  24.9507
O  15.9208  15.0086  13.6227
O  -10.9072  7.2289  27.819
O  18.7566  8.4482  15.4604
O  5.395  3.6795  11.5005
O  2.6439  7.8021  29.494
O  9.8743  13.5006  23.5957
O  24.7861  4.8679  26.8847
O  34.5155  -0.3841  19.1388
O  10.4411  21.5888  14.983
O  8.6711  -3.9074  13.5242
O  14.1188  9.1587  27.2708
O  12.0743  19.7559  15.9769
O  6.2399  10.5369  14.0226
O  9.654  20.2819  11.4903
O  15.3637  16.8694  26.2645
O  16.4572  15.2003  24.4948
O  5.1317  15.0511  21.858
O  0.3616  22.5256  22.7618
O  20.118  22.3444  21.8658
O  21.1741  20.589  23.5888
O  29.4875  21.5619  13.0014
O  -11.3053  4.2041  22.8059
O  -3.526  -1.7826  24.0454
O  6.0908  22.0821  26.5707
O  -13.5651  10.0292  29.1348
O  25.0141  9.6227  18.0238
O  -0.9038  18.4742  27.5735
O  12.1758  14.2437  14.1267
O  -12.5408  24.4243  24.0386
O  3.1948  -1.2983  27.9281
O  9.571  16.3914  22.4645
O  -14.4535  -1.2782  15.659
O  7.224  19.5473  31.1228
O  14.4763  17.9327  10.9671
O  2.4876  1.1062  29.0117
O  12.3997  0.3445  24.1936
O  1.2897  0.2147  26.928
O  33.3539  24.1234  17.3017
O  9.7778  1.1199  20.5811
O  -5.862  12.8023  28.2383
O  16.6502  4.5931  30.9366
O  25.5827  7.1359  11.1008
O  11.2827  12.8958  16.2193
O  13.1771  20.4175  18.3348
O  21.4332  4.4305  12.1241
O  4.7359  -11.0743  29.6942
O  2.656  8.1231  21.8734
O  0.6375  -3.824  29.0689
O  -0.1169  6.4539  25.4239
O  11.1657  25.1309  27.7679
O  23.5451  5.4851  11.0381
O  16.7757  21.2696  21.2575
O  0.9337  0.0121  21.4915
O  -0.8129  2.1636  15.8502
O  2.4058  18.4417  21.3762
O  19.9148  1.3037  15.484
O  0.714  8.7402  20.2079
O  5.4777  -1.466  24.1025
O  5.2166  7.2524  24.5219
O  -4.0624  5.5877  17.5449
O  15.9659  10.082  22.5307
O  7.2733  24.151  20.3043
O  17.0719  19.5747  14.5752
O  7.314  10.9306  27.2305
O  17.6042  16.8854  14.4868
O  10.4933  15.4344  12.2724
O  10.4887  13.7709  26.1929
O  13.0995  14.8009  16.7521
O  16.8385  12.2072  15.8235
O  6.2301  5.9308  19.7982
O  -2.1114  28.121  17.9512
O  30.4421  18.5535  12.9098
O  13.9237  4.9152  17.0106
O  -2.2043  11.501  21.7682
O  7.8888  2.2804  28.8583
O  11.2167  19.5122  13.5476
O  5.8571  7.502  17.6559
O  3.2227  5.5733  23.9156
O  6.9935  -0.3253  13.9242
O  15.4802  -7.3114  26.4748
O  3.6214  17.548  13.4357
O  -3.0608  -7.5159  28.8447
O  19.87  8.7955  17.7903
O  -5.6646  23.4163  17.1747
O  12.6067  -3.4873  25.2291
O  18.6546  -0.1995  25.8906
O  8.7074  3.5427  16.6948
O  16.5982  5.2337  21.9918
O  26.4028  2.8589  18.3215
O  2.1775  0.6424  19.2118
O  4.92  -8.4871  17.6816
O  23.7919  16.0951  19.0171
O  -7.0715  7.1125  31.2947
O  9.6636  13.3556  13.5303
O  9.1914  -5.587  30.5359
O  15.1436  -8.8247  28.6924
O  21.374  31.5181  24.3866
O  24.8043  11.4876  23.1377
O  11.9773  6.6453  21.757
O  7.8882  16.2457  11.747
O  -5.453  17.6379  28.5375
O  15.1813  7.9206  13.4579
O  22.4071  24.1628  14.695

Results
free energy: -229404.589 eV
free energy less fixed offsets of O -568.88, Si -635.61 eV per atom: 7.341 eV

Forces (eV/angstrom), in the order of the atoms: element, x, y, z
Si  0.0545  -0.0084  0.0145
Si  -0.006  0.007  -0.0338
Si  0.0816  0.0018  0.0202
Si  -0.0266  0.0542  -0.0386
Si  -0.0145  0.0807  0.0619
Si  -0.0217  0.0281  -0.0035
Si  -0.0103  0.0102  0.0354
Si  -0.048  -0.0424  -0.0134
Si  0.0014  -0.0884  0.0486
Si  -0.0074  0.0066  -0.0563
Si  -0.04  -0.0241  0.0936
Si  0.0056  -0.0139  -0.0028
Si  -0.078  0.1235  -0.0347
Si  -0.1773  0.0793  -0.0518
Si  -0.246  0.0312  -0.0447
Si  0.0356  0.0659  -0.0359
Si  -0.0221  -0.0592  -0.0406
Si  0.166  -0.0714  -0.0488
Si  0.2482  -0.1059  0.0093
Si  0.0737  -0.198  -0.0136
Si  0.0016  -0.0123  0.0281
Si  0.0371  0.0364  -0.022
Si  -0.1002  0.0668  -0.0425
Si  0.1063  0.0703  -0.0699
Si  -0.3697  0.1355  -0.6834
Si  -0.4514  0.3004  0.6056
Si  -0.6285  0.0506  -0.1467
Si  0.2781  -0.0173  -0.1234
Si  0.2135  0.0738  0.0637
Si  0.4505  -0.0616  0.7432
Si  0.3884  -0.1655  -0.33
Si  0.2036  -0.6499  -0.0852
Si  0.0879  0.0917  -0.1688
Si  0.0789  -0.303  -0.6259
Si  -0.2184  0.2102  -0.064
Si  0.1425  0.1988  0.4015
Si  0.0046  0.0264  0.1
Si  -0.0654  0.2564  -0.0167
Si  -0.3127  0.3675  -0.0182
Si  0.1006  -0.1068  -0.0012
Si  0.1455  0.0689  -0.3253
Si  -0.2628  0.1384  0.0676
Si  -0.5113  -0.0913  0.0422
Si  0.4443  -0.051  0.0927
Si  0.1221  -0.0675  -1.0503
Si  0.0346  -0.0006  0.5494
Si  -0.1477  -0.2447  0.4
Si  0.1735  -0.4091  0.0717
Si  -0.0069  0.014  0.0042
Si  -0.0223  0.1051  0.0227
Si  -0.1279  0.1176  0.0371
Si  0.0524  -0.0093  -0.004
Si  0.0813  0.0201  -0.0106
Si  -0.0877  0.071  -0.0045
Si  -0.1828  -0.001  0.0123
Si  0.136  0.0122  0.0352
Si  0.0541  -0.0394  0.0964
Si  0.0095  0.0113  0.0095
Si  -0.0713  -0.1411  -0.0064
Si  0.0594  -0.1702  0.0252
Si  -0.0586  -0.0009  -0.0201
Si  -0.0017  -0.0112  0.0136
Si  -0.0434  0.0031  0.017
Si  0.0108  -0.0541  -0.0589
Si  -0.0181  -0.0647  -0.0453
Si  0.0339  -0.0341  0.0246
Si  0.0262  0.0061  0.0376
Si  0.0506  0.0441  0.0639
Si  -0.0189  0.0951  -0.0358
Si  0.0133  -0.0104  0.0286
Si  0.0317  0.0065  -0.0514
Si  0.0032  0.0091  -0.0758
Si  -0.0178  0.0085  0.0182
Si  -0.0104  0.0059  -0.0015
Si  -0.0314  -0.0139  0.0532
Si  -0.0224  -0.0006  0.0129
Si  0.0021  -0.0036  0.0107
Si  0.0153  -0.0181  0.0084
Si  -0.0361  0.0041  0.0142
Si  -0.0123  0.0055  -0.0829
Si  0.0136  0.0069  0.0203
Si  0.0203  0.0001  0.0277
Si  0.0088  0.0025  0.0215
Si  0.0025  -0.0128  0.0175
Si  0.0145  0.016  0.0221
Si  -0.0001  0.0032  0.0027
Si  -0.0289  0.0305  -0.0218
Si  0.0002  0.0104  0.018
Si  0.0292  -0.0035  -0.0011
Si  -0.0012  -0.0014  -0.0232
Si  -0.0272  -0.0041  -0.005
Si  -0.0036  0.0153  -0.0014
Si  -0.0106  0.0215  -0.0104
Si  0.0038  0.0201  0.0025
Si  0.0005  0.0188  0.0081
Si  0.0055  0.0053  -0.0067
Si  0.0174  0.0011  -0.0173
Si  -0.0182  0  0.0028
Si  -0.0152  0.0259  0.0013
Si  0.0031  -0.0084  -0.0039
Si  0.0033  0.0027  -0.0014
Si  0.0004  -0.0074  0.0073
Si  0.0039  -0.0107  0.0076
Si  -0.0148  -0.0066  -0.02
Si  -0.0032  -0.0104  -0.0126
Si  -0.0028  -0.0043  0.0037
Si  -0.0108  0.0027  0.0146
Si  -0.0035  -0.0105  -0.0068
Si  0.0212  0.0196  -0.0016
Si  0.0162  -0.0007  0.0155
Si  0.015  0.0247  -0.0048
Si  0.0072  0.0017  0.0081
Si  -0.0052  -0.0071  0.0169
Si  -0.0069  0.0067  0.0056
Si  -0.0022  0.0154  -0.0062
Si  0.0104  -0.0236  -0.0059
Si  -0.0075  -0.0076  0.0163
Si  0.0108  -0.0001  0.0004
Si  -0.0023  0.0191  -0.0015
Si  0.0069  -0.0068  -0.017
Si  0.0006  0.0003  0.0037
Si  0.0038  -0.0077  -0.0029
Si  -0.004  -0.0019  -0.0021
Si  -0.0105  0.0097  0.0149
Si  -0.0005  -0.0017  0.0012
Si  -0.0001  0.0113  0.0015
Si  0.0023  0.0204  0.0016
Si  0.0014  -0.002  0.0131
Si  -0.0076  -0.0054  0.0014
Si  -0.0001  -0.0009  0.0099
Si  -0.0077  -0.0092  0.0081
Si  -0.0034  -0.0036  0.0093
Si  0.0081  0.0058  0.0118
Si  0.001  0.0092  0.0092
Si  -0.0035  -0.0004  0.0246
Si  0.0013  -0.0163  -0.0041
Si  -0.0028  0.0154  -0.0018
Si  0.0049  0.0132  -0.0011
Si  0.0019  -0.0035  -0.0065
Si  0.0226  0.0042  -0.0074
Si  0.0135  -0.0037  -0.0083
Si  0.0002  0.0004  -0.0042
Si  -0.0032  -0.0152  0.0626
Si  0.0162  0.0027  0.0066
Si  -0.0221  0.0209  0.0256
Si  0.034  -0.0313  0.0407
Si  -0.0104  -0.0261  -0.1047
Si  0.0025  0.0323  0.0215
Si  0.0251  0.0053  -0.0062
Si  0.0031  -0.0164  0.0159
Si  -0.0162  0.0054  -0.0017
Si  -0.02  -0.0154  0.0004
Si  -0.0014  0.0195  -0.005
Si  -0.0373  -0.0268  -0.0341
Si  0.0221  -0.1136  -0.0829
Si  0.01  0.0045  0.0075
Si  -0.001  0.0178  -0.0438
Si  -0.0072  0.0066  0.0203
Si  -0.0139  -0.0222  -0.0649
Si  0.0307  -0.0605  -0.0573
Si  -0.0216  0.0109  0.0109
Si  -0.0243  0.0049  0.0346
Si  -0.0085  -0.0265  -0.0081
Si  0.0082  -0.0201  -0.0106
Si  0.2095  0.0815  -0.0326
Si  -0.0262  0.0021  0.0344
Si  -0.0039  -0.025  -0.015
Si  -0.0853  0.0084  -0.039
Si  -0.0158  0.1065  0.176
Si  0.0554  -0.0137  0.0424
Si  -0.0297  -0.0431  0.051
Si  0.0562  -0.0199  0.0527
Si  0.0043  -0.0122  0.0151
Si  -0.0215  -0.0043  0.0635
Si  -0.0179  -0.0012  0.0165
Si  0.0158  -0.0094  -0.0471
Si  0.0331  -0.0395  -0.0126
Si  -0.0156  0.0219  -0.099
Si  -0.0064  0.0245  0.049
Si  0.0061  0.014  0.0189
Si  0.011  -0.0131  0.0064
Si  -0.0012  0.005  -0.0109
Si  0.0566  0.0281  -0.0054
Si  0.0043  -0.0049  -0.0317
Si  -0.1344  0.0288  -0.2148
Si  -0.0026  0.1015  0.0479
Si  -0.0057  0.0194  0.0298
Si  -0.0212  0.0404  -0.0455
Si  -0.0143  -0.0082  -0.0464
Si  -0.0301  0.0176  0.0335
Si  -0.0028  0.0953  -0.0579
Si  -0.0051  -0.0073  0.0181
O  0.0175  0.0006  0.0011
O  -0.001  -0.0065  -0.0015
O  0.0023  -0.0009  0.0035
O  0.0045  -0.0045  0.0059
O  0.0287  0.0031  0.0276
O  -0.0121  -0.0148  0.0031
O  -0.0033  -0.0031  -0.0032
O  0.0033  0.0025  -0.0007
O  0.0039  0.007  0.0217
O  -0.0113  -0.005  0.0162
O  -0.0273  -0.0226  0.014
O  0.0074  -0.008  -0.0167
O  0.0053  0.0027  -0.003
O  0.017  0.0119  0.035
O  0.0094  -0.0021  -0.0058
O  0.0005  0.0041  -0.0028
O  0.0126  -0.0031  -0.0023
O  0.0069  0.0053  0.0039
O  -0.0032  -0.0035  -0.0084
O  -0.0007  -0.0009  0.0087
O  0.0066  0.0148  -0.0071
O  -0.0104  0.0132  0.0028
O  -0.0038  0.0027  0.0108
O  0.0008  0.0054  0.0035
Si  0.0234  0.0181  -0.0209
Si  0.0021  -0.0109  -0.0276
Si  -0.0049  -0.0003  -0.0242
Si  0.017  0.0015  -0.0269
Si  0.0011  0.0104  0.0001
Si  -0.0052  0.0337  0.0413
Si  -0.0035  -0.002  0.0093
Si  -0.0018  -0.0036  -0.0388
Si  -0.0055  0.0076  0.0024
Si  -0.0013  -0.0004  0.0058
Si  -0.0036  0.0012  -0.0195
Si  0.0092  0.0015  0.0129
Si  -0.0117  0.0127  0.0185
Si  -0.0069  0.0257  0.0087
Si  -0.012  0.0066  0.0162
Si  0.012  -0.0193  -0.0021
Si  -0.007  -0.0014  -0.0213
Si  -0.0138  -0.0022  0.0132
Si  -0.007  -0.0011  0.0117
Si  0.0085  -0.0007  0.0127
Si  0.0054  -0.0626  -0.0506
Si  -0.0068  -0.0059  0.0066
Si  -0.0032  0.0108  -0.0107
Si  -0.002  0.0022  -0.0036
Si  -0.0196  -0.0008  -0.0093
Si  -0.0062  0.0041  -0.0173
Si  -0.002  0.0091  0.0069
Si  0.0698  -0.0048  0.0558
Si  -0.0381  0.0027  -0.0134
Si  0.0084  -0.0072  0.0015
Si  0.0117  -0.0289  0.0009
Si  0.0148  -0.0167  0.0296
Si  -0.0002  0.0189  -0.0122
Si  0.0106  -0.0101  0.0547
Si  -0.0101  0.0003  -0.0077
Si  -0.0026  0.0355  -0.0063
Si  0.0046  -0.0146  -0.0158
Si  -0.0125  0.0187  0.0243
Si  -0.0036  -0.0073  0.0512
Si  0.0089  0.0088  0.0028
Si  0.016  -0.0378  0.0011
Si  -0.0026  0.0119  0.0043
Si  -0.0009  0.014  0
Si  0.0189  -0.0181  -0.0321
Si  0.0076  0.0154  0.0049
Si  -0.0004  -0.004  -0.0014
Si  0.0059  -0.0061  -0.0004
Si  0.0078  0.0027  -0.0005
Si  0.0129  -0.0085  -0.0208
O  -0.0027  0.0068  0.001
O  -0.006  -0.0091  0.0087
O  0.006  -0.001  0.0076
O  -0.0123  0.0023  -0.0107
O  -0.0136  -0.0068  0.0018
O  0.005  0.0055  0.0006
O  0.0131  -0.0039  0.0065
O  0.0007  -0.0297  -0.0184
O  -0.0045  -0.0126  -0.004
O  -0.0041  0.0144  -0.0002
O  0.0009  0.026  0.0139
O  0.0055  -0.0011  0.0205
O  0.0042  0.0038  0.0041
O  -0.0041  -0.0009  0.0062
O  0.0024  -0.0001  0.0037
O  -0.0126  0.0748  0.0007
O  -0.0096  0.0052  -0.0046
O  -0.0117  -0.0069  0.0085
O  0.0202  -0.0041  0.0398
O  -0.0044  0.0214  0.0041
O  -0.1214  0.0642  -0.0514
O  -0.0067  0.0088  0.0032
O  0.0053  0.0061  0.0054
O  0.0003  0.0019  0.0073
O  0.0023  0.009  0.0071
O  0.0034  0.0073  0.0001
O  0.0037  -0.0014  0.0108
O  0  0.0054  0.0094
O  -0.0094  -0.0077  0.0279
O  0.005  -0.0007  0.0009
O  0.0025  0.0101  0.0083
O  -0.0126  0.001  0.0145
O  0.0053  0.0077  0.0021
O  0.0028  -0.0012  -0.0009
O  0.0113  -0.0025  -0.019
O  0.0038  -0.0014  0.0006
O  -0.0005  -0.0154  0.0193
O  0.0145  0.0061  0.0162
O  0.0012  0.0005  -0.0074
O  -0.0048  -0.0078  0.023
O  0.0094  -0.0023  -0.0117
O  0.0049  -0.0008  -0.013
O  -0.0086  0.0059  0.0062
O  -0.011  -0.0009  0.0182
O  0.0046  0.0044  -0.0149
O  -0.0005  -0.0122  -0.0058
O  -0.0093  0.0019  0.0052
O  0.0151  0.0046  0.0074
O  0.0118  0.0157  0.0228
O  -0.0035  0.0007  -0.0064
O  0.0021  0.0015  -0.0013
O  -0.082  -0.0889  0.0945
O  0.0084  0.0236  -0.0222
O  -0.0008  0.0034  -0.0038
O  0.0054  -0.0053  0.0086
O  -0.0002  -0.0037  0.015
O  0.009  -0.006  0.006
O  -0.0048  0.0126  -0.0184
O  0.0019  -0.0016  0.0019
O  0.0075  0.0005  0.0025
O  -0.0012  -0.0161  0.0036
O  0.021  0.0007  0.0176
O  0.0116  0.0066  0.0093
O  0.0039  -0.003  0.0011
O  0.0049  0.0002  -0.0072
O  -0.0199  -0.0235  0.0061
O  -0.0063  0.005  0.0181
O  -0.0078  -0.0049  -0.0125
O  0.0012  -0.0008  -0.0026
O  0.0147  -0.0074  0.0186
O  -0.0099  0.0039  0.02
O  -0.0071  -0.0135  -0.0028
O  0.1024  -0.1399  0.101
O  0.0111  0.0014  0.0083
O  -0.003  -0.0057  -0.0112
O  0.0012  -0.0039  -0.0041
O  -0.0063  0.0063  -0.0062
O  0.0052  0.0004  -0.0104
O  0.0265  0.0006  0.0005
O  0.0079  0.0014  0.0043
O  -0.0021  -0.0013  0.0011
O  -0.003  -0.0032  0.0111
O  0.0341  0.0201  0.0182
O  -0.0041  0.0211  0.0047
O  -0.001  0.0045  0.0093
O  -0.017  -0.0085  -0.0004
O  -0.0049  -0.0033  0.003
O  -0.0079  -0.013  0.0084
O  0.0129  -0.004  0.0022
O  0.0012  0.0019  0.0048
O  -0.0069  0.0157  0.0003
O  -0.0001  -0.0041  0.0001
O  0.0044  0.0065  0.007
O  -0.0002  -0.0246  0.003
O  -0.0079  0.001  0.0068
O  0.0096  0.0047  -0.0038
O  0.0006  -0.0023  0.0017
O  -0.007  -0.0021  0.0031
O  0.0211  -0.0142  -0.0058
O  0.0407  0.0074  0.0098
O  0.0153  -0.0099  -0.0289
O  0.0031  0.0144  0.0077
O  -0.0107  -0.0004  -0.0167
O  0.0021  0.011  0.0132
O  -0.003  -0.0031  0.0024
O  0.0014  0.003  0.0079
O  -0.0126  -0.0121  -0.0171
O  0.0095  -0.008  0.0004
O  0.0319  -0.0216  0.0207
O  0.0007  0.013  0.013

The program warned: the cutoff lies below the one the program advises for these potential files; the exchange-correlation potential is rough where the density is thin.
